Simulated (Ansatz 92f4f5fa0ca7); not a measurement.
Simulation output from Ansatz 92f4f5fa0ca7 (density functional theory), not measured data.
Periodic cell of 223 atoms, Si131O90As2, from a study of silicon, its oxide and their interface. The atomic structure is a simulated model.
Doubt: the cutoff is far below the 930 eV that the study's wrapper takes by default for these files, so forces and energies are approximate.
This geometry differs little from another in the collection (a relaxation step or a small displacement).

Settings
functional: PBE
potential files: Ansatz PAW
basis: plane waves
wave-function cutoff: 580 eV
density cutoff ratio: 5
exchange-correlation grid ratio: 1
k mesh: 1 x 1 x 1, Gamma-centred
self-consistency stop: 5e-08 eV per atom in the density residual
occupations: fixed
spin: none
net charge: 0

Cell vectors (angstrom)
a	10.938	0	0
b	0	10.938	0
c	0	0	32.1988

Atoms and the computed forces on them: element, x, y, z (angstrom), force x, y, z (eV/angstrom)
Si	10.5924	0.2268	24.8564	0	-0.0203	0.0196
Si	5.7433	10.6782	24.7433	0.0142	0.0066	-0.0158
Si	2.4815	2.915	24.6367	0.0112	0.0067	0.0115
Si	8.4298	2.4637	24.8194	-0.005	-0.0084	-0.0178
Si	0.277	5.1665	24.7514	0.0162	0.0025	-0.0137
Si	5.1605	5.7487	24.6841	-0.0135	-0.0124	0.0026
Si	2.9397	8.0064	24.5939	-0.0077	-0.0205	0.0051
Si	7.9425	8.4345	24.7294	0.019	0.0034	0.009
Si	1.3318	1.3824	26.0348	0.014	-0.0044	-0.0169
Si	6.8505	1.3109	26.1145	-0.0133	0.0112	-0.0023
Si	4.0487	4.1057	25.9805	-0.0006	-0.0033	-0.0052
Si	9.6085	4.0604	26.0792	-0.0115	0.0146	-0.0027
Si	1.4002	6.8276	25.9936	-0.001	0.0097	0.0039
Si	6.7715	6.851	26.0236	0.0091	-0.0014	-0.011
Si	4.1048	9.5353	25.9945	-0.0141	0.0073	-0.0036
Si	9.4716	9.5702	26.1394	0.0032	-0.0093	-0.0138
Si	2.731	-0.0085	27.3461	-0.0074	0.0017	-0.015
Si	8.1646	-0.0188	27.5432	-0.0062	-0.0174	0.0843
Si	0.0102	2.7191	27.4787	0.0082	0.0023	0.0753
Si	5.4429	2.7455	27.3586	-0.0014	-0.0003	-0.0182
Si	2.7298	5.4663	27.4186	0.0051	0.0062	0.0373
Si	8.1868	5.4696	27.3554	0.0003	-0.003	-0.0119
Si	-0.0023	8.1826	27.3703	-0.0015	-0.0013	-0.0171
Si	5.4403	8.199	27.4399	-0.0054	-0.0126	0.0545
Si	4.0846	1.3704	28.7376	0.0186	-0.008	0.0204
Si	9.5753	1.3581	28.8399	-0.0188	-0.0037	-0.0562
Si	1.3663	4.1142	28.8084	-0.0061	-0.0052	-0.0448
Si	6.827	4.0987	28.7398	0.0069	-0.0097	0.0231
Si	4.0944	6.82	28.7998	-0.0179	0.0037	-0.0374
Si	9.5591	6.8249	28.7467	0.0108	0.0071	0.0184
Si	1.3708	9.5618	28.7383	-0.0053	-0.0073	0.0232
Si	6.7856	9.5488	28.8485	0.0374	0.031	-0.0607
Si	0.0172	-0.0195	30.1516	0.0158	0.003	0.0056
Si	5.441	0.0207	30.154	-0.0273	-0.0058	0.015
Si	2.7375	2.7332	30.1428	-0.0178	-0.0076	0.0104
Si	8.191	2.7444	30.1459	0.014	0.0173	0.0078
Si	-0.0114	5.478	30.1472	-0.0112	0.0021	0.011
Si	5.4767	5.46	30.1436	0.0127	0.0079	0.0072
Si	2.726	8.2044	30.141	0.0077	0.0113	0.0031
Si	8.2079	8.1911	30.1496	-0.0071	-0.0155	0.0085
Si	1.3673	1.3673	31.515	0.0849	-0.0342	-0.0009
Si	6.8362	1.3673	31.515	-0.0546	0.0945	-0.042
Si	4.1018	4.1018	31.515	0.0636	-0.0664	-0.0117
Si	9.5708	4.1018	31.515	-0.1136	0.0232	-0.0463
Si	1.3673	6.8362	31.515	-0.0677	0.0638	-0.0808
Si	6.8362	6.8362	31.515	0.0426	-0.1045	0.0314
Si	4.1018	9.5708	31.515	-0.0992	0.0722	-0.0379
Si	9.5708	9.5708	31.515	0.0423	-0.081	0.0054
Si	2.7345	0	0.6835	0.0248	-0.0227	0.1033
Si	8.2035	0	0.6835	-0.031	0.0252	-0.0048
Si	0	2.7345	0.6835	-0.1383	-0.0635	-0.0139
Si	5.469	2.7345	0.6835	0.135	-0.0786	0.0696
Si	2.7345	5.469	0.6835	-0.1093	0.1949	-0.2134
Si	8.2035	5.469	0.6835	0.0685	-0.0871	0.0777
Si	0	8.2035	0.6835	0.1022	-0.1034	0.0717
Si	5.469	8.2035	0.6835	0.0457	0.1503	-0.078
Si	4.112	1.3679	2.0567	-0.006	-0.0295	0.038
Si	9.5733	1.3525	2.0602	0.0048	0.0239	0.0562
Si	1.3437	4.1338	2.0202	0.0437	-0.0259	0.0842
Si	6.8427	4.0949	2.0586	0.0367	-0.0082	0.0349
Si	4.0845	6.8624	2.0263	0.0218	-0.0435	0.0851
Si	9.5735	6.8335	2.0507	-0.042	-0.0109	0.045
Si	1.3816	9.5599	2.0535	0.0187	0.0418	0.0365
Si	6.8331	9.5817	2.0562	-0.0126	-0.0116	0.0434
Si	0.0192	-0.0222	3.4148	0.0081	-0.0142	-0.1009
Si	5.4705	-0.0053	3.4733	-0.0327	-0.0113	-0.1119
Si	2.7555	2.8116	3.3369	-0.0939	0.0047	-0.1305
Si	8.2002	2.7064	3.4619	0.0325	0.0263	-0.1289
Si	0.0028	5.4748	3.4429	0.0001	0.0151	-0.1095
Si	5.4544	5.5009	3.3508	-0.018	0.0788	-0.1103
Si	2.7705	8.2252	3.4561	-0.0525	-0.0327	-0.1167
Si	8.2093	8.2097	3.4019	0.0398	-0.0059	-0.0905
Si	1.4227	1.4113	4.6606	0.0033	0.0176	0.0327
Si	6.9199	1.2553	4.8473	0.0392	-0.0541	0.2482
As	4.2815	3.9891	4.7814	-0.0131	0.0482	0.0881
Si	9.6022	4.058	4.799	-0.0073	-0.0184	0.0509
Si	1.4161	6.8269	4.7842	0.0637	-0.0377	0.1674
Si	6.8087	6.8573	4.7291	-0.0286	-0.0236	0.0454
Si	4.1535	9.5478	4.8811	0.048	0.0144	0.0629
Si	9.6114	9.5095	4.7906	-0.0359	0.002	0.2446
Si	2.7771	0.1126	6.075	0.023	0.0246	-0.0058
Si	8.2495	-0.1104	6.2854	0.0179	0.0002	-0.1507
Si	0.0635	2.6553	6.1169	0.0734	0.0345	0.0603
As	6.121	2.0865	6.9296	0.1985	-0.2139	-0.0512
Si	2.8542	5.4453	6.0514	-0.0677	0.0666	-0.0129
Si	8.1344	5.4274	6.0353	0.0041	0.0024	-0.0188
Si	0.0452	8.148	6.1682	-0.0123	0.0293	-0.1151
Si	5.5579	8.1755	6.2784	-0.0215	-0.0577	0.0437
Si	3.9272	1.467	7.6861	0.0599	0.1428	-0.0114
Si	9.8474	1.1159	7.5065	-0.0601	-0.0204	-0.0658
Si	1.774	3.7792	7.2902	-0.0903	0.0236	-0.1664
Si	6.7144	4.3284	7.568	-0.1356	-0.0061	-0.0332
Si	4.4053	6.529	7.5241	0.0027	0.0239	-0.1647
Si	9.3725	6.8834	7.3789	0.0279	0.032	-0.0262
Si	1.17	9.9048	7.31	-0.0757	-0.0393	-0.0297
Si	7.2108	9.1788	7.7012	0.0532	0.0328	-0.0106
O	8.365	8.0319	7.9774	-0.0408	-0.0243	-0.0019
O	2.9645	2.7882	7.8633	-0.0791	-0.0515	0.016
O	9.5259	1.3503	24.2579	-0.0036	0.0108	0.0121
O	4.0562	6.8636	24.1221	0.0043	0.0108	-0.0012
O	0.047	-0.0085	7.9971	0.0411	0.0214	0.0247
O	5.4505	5.3164	7.9815	0.0142	0.124	0.0607
O	6.8528	9.5681	24.1947	-0.0094	0.0002	0.0114
O	1.3715	4.0587	24.1639	-0.0099	-0.0019	0.0062
O	3.8098	7.2429	8.9145	-0.0258	0.0036	0.0479
O	1.0992	4.4113	8.6337	0.0108	0.0168	0.0417
O	9.8677	5.9752	8.6717	0.0185	-0.0041	0.034
O	2.2055	9.3605	8.4668	0.004	0.0031	0.0283
O	7.5359	3.9868	8.964	0.024	-0.0348	-0.014
O	4.2534	0.912	9.2162	0.0104	-0.0457	-0.0189
O	6.7673	9.5415	9.2486	-0.0138	-0.0007	0.0107
O	9.1991	1.8484	8.8394	0.0156	-0.0104	0.0245
O	7.7109	3.1473	23.5137	0.0001	0.0036	0.0009
O	10.502	5.8397	23.4397	-0.0045	0.0036	0.0042
O	5.0995	0.4394	23.4075	-0.003	-0.0012	0.004
O	5.8673	5.0917	23.3519	0.0069	-0.0038	0.0013
O	3.1067	2.2044	23.2732	0.0056	-0.0071	-0.0063
O	2.3036	8.7131	23.2236	-0.0047	0.0075	0.0003
O	8.622	7.7491	23.3923	0.0023	-0.0054	-0.0092
O	0.2464	10.3391	23.5849	0.0028	-0.0001	-0.0172
Si	4.3957	1.5684	22.4725	-0.0056	0.0027	-0.0027
Si	3.5115	7.9019	14.044	0.0022	-0.0025	-0.0001
Si	7.1305	0.9541	14.6722	0.0005	0.0028	-0.0046
Si	0.9529	9.3508	22.5215	0.0001	0.0004	-0.0033
Si	1.1777	4.285	11.8686	-0.0017	0.0019	-0.0005
Si	6.2832	8.9489	15.3294	0.0005	0.0019	-0.0017
Si	0.74	1.341	12.3042	-0.0051	0.0007	0.003
Si	8.6407	4.9431	20.5139	-0.0007	0.0026	-0.0009
Si	0.3821	5.6758	9.3337	-0.0377	-0.0046	0.002
Si	5.1399	3.1222	17.9821	-0.0001	-0.0016	-0.0031
Si	0.9263	3.7457	16.7714	-0.0012	0.0004	-0.0025
Si	10.4305	2.8414	19.2427	-0.0002	0	-0.003
Si	5.2844	1.1573	10.4878	0.0248	0.0042	0.006
Si	0.9108	0.171	19.8493	0.0022	-0.0014	-0.0037
Si	6.6725	9.4222	10.8884	0.0023	0.0075	-0.0089
Si	9.3684	9.6672	18.3281	0.0005	0.0014	-0.0018
Si	9.4291	9.2105	12.579	-0.0073	0.0013	-0.0006
Si	6.5753	3.8431	22.5816	-0.0017	0.0023	-0.0055
Si	2.4509	8.0412	9.3731	0.0073	0.0009	0.0041
Si	10.6178	7.3545	17.0867	-0.0006	-0.0011	-0.0037
Si	2.5445	6.2723	16.5999	0.0005	-0.0008	-0.0024
Si	10.2003	4.4749	14.2174	-0.0026	-0.0064	0
Si	6.1676	9.1749	18.5267	-0.0012	0.0009	-0.0029
Si	8.0028	2.5878	9.6788	0.0067	-0.0103	-0.0045
Si	8.9498	2.1129	12.5103	-0.0053	0.0047	-0.0084
Si	5.3641	6.2396	18.0869	0.001	0.001	-0.0041
Si	3.9474	0.5466	19.4778	-0.001	-0.0003	-0.0006
Si	4.2575	3.8294	12.1146	0.0052	-0.0057	0.0014
Si	5.562	6.5685	12.1516	0.0034	-0.0027	-0.0006
Si	8.039	2.4987	17.2385	0.0002	-0.0001	-0.0032
Si	4.3816	2.4864	15.0038	0.006	0.0008	-0.0038
Si	1.5822	1.2024	15.2775	-0.0002	0.0013	-0.0017
Si	1.6113	9.3848	12.0404	-0.0025	0.0026	0.0059
Si	8.074	6.8305	13.8749	-0.0004	0.001	-0.0033
Si	10.4111	9.8192	15.4927	-0.0018	-0.0002	-0.0024
Si	9.812	7.0113	22.5514	-0.0056	0.0004	-0.0012
Si	8.1285	5.4752	17.4094	-0.0005	0	-0.0023
O	6.0723	7.9117	11.2854	-0.0035	-0.0068	0.0009
O	6.0424	9.1822	16.9101	-0.0001	-0.0005	0.0003
O	7.7309	1.3211	13.2068	0.0005	-0.0003	0.0046
O	1.0064	1.7437	13.8599	0.0015	-0.0012	0.0005
O	9.4314	6.2702	16.8813	0.001	0.0011	0.0033
O	6.7815	6.1834	13.1499	-0.0021	0.0003	0.0022
O	5.1529	4.6616	18.6438	0	0.0005	0.0047
O	9.2677	2.1509	18.2779	-0.0023	-0.0002	0.0028
O	2.3918	0.0925	19.0795	0.0009	0.0003	0.0035
O	9.4345	10.2141	16.7656	0.0014	0.0003	0.0012
O	2.7861	4.4368	11.7268	-0.0012	0.0016	0.0012
O	5.0932	10.3141	19.1145	0.0012	-0.0015	0.0035
O	9.4789	3.1618	13.6124	0.0044	0.0043	0.0055
O	0.4835	1.7589	19.9738	-0.0006	0.0009	0.0046
O	3.2046	1.3398	15.1476	-0.0029	-0.0003	0.0039
O	8.19	5.3632	19.022	-0.0006	0.0009	-0.001
O	3.9193	6.6034	17.4145	-0.0028	-0.0002	0.0033
O	4.6387	3.2725	16.4217	-0.0006	-0.0012	0
O	9.0618	5.6274	14.3225	0.0009	-0.0018	0.0042
O	5.4521	2.7595	22.1312	0.0015	-0.0001	0.0054
O	10.7399	4.2114	15.7146	-0.0013	0.0024	-0.0026
O	0.3786	3.8628	18.3052	0.0023	0.0012	0.001
O	10.4517	10.5166	19.2131	-0.0032	-0.0016	0.0025
O	9.6653	9.9892	14.0381	0.0006	-0.0005	0.0032
O	10.9083	8.1228	22.0925	0.0014	0.0006	0.006
O	1.19	2.1581	16.5317	0.0006	-0.0006	-0.0002
O	9.7496	3.7421	20.427	0.0016	-0.002	0.004
O	8.1705	4.0213	16.6833	0.0002	0.0001	0.0034
O	-0.0027	9.0768	11.9111	0.005	0.0001	0.0007
O	6.6293	2.4318	18.0615	0.0017	0.0007	0.0035
O	5.5962	10.6536	11.2623	-0.0005	-0.0098	0.0079
O	7.7795	9.5829	18.8488	0.001	-0.0001	0.0044
O	10.0892	0.9841	12.1144	0.0084	-0.0009	0.0037
O	1.2067	7.0474	9.112	0.0054	0.0012	-0.0081
O	0.611	4.7535	13.3286	0.0004	-0.0008	0.0026
O	5.7421	7.6139	19.0012	0	-0.0011	0.0043
O	5.2452	5.0438	11.5591	-0.0011	0.0021	0.0055
O	2.7376	6.9578	15.133	0.001	0.0022	0.001
O	0.9377	2.7137	11.457	0.0016	-0.0044	-0.0006
O	0.883	10.6813	15.548	0.0012	0.0023	0.0023
O	2.4594	8.5761	10.9035	0.0046	-0.0016	0.0072
O	4.6579	2.3807	11.4109	-0.009	0.0046	0.0085
O	4.199	3.5464	13.7519	-0.0008	0.0004	0.0031
O	2.2664	4.6555	16.5304	-0.0007	0.0002	0.004
O	10.7519	8.2371	15.7106	0	0.0015	0.0032
O	6.9171	10.2912	14.689	-0.0005	-0.0005	0.0041
O	2.367	8.9213	13.4291	-0.0021	0.0013	-0.0002
O	8.0217	1.5047	15.9384	-0.0012	-0.0005	0.0033
O	4.1496	6.9728	12.8675	-0.0015	0.0009	0.0032
O	4.2112	2.0044	18.7484	0.0013	0.0033	0.0027
O	7.301	4.4117	21.2566	0.0031	0.0004	0.0012
O	8.5468	2.9455	11.1729	0.0052	0.0036	0.0149
O	1.1991	6.8275	17.3706	0.0003	0.0001	0.0038
O	5.6842	1.6216	14.6975	-0.0019	0.001	0.0043
O	8.1614	9.7132	11.6055	0.0025	-0.0008	0.0032
O	9.2126	6.2836	21.2335	-0.0011	-0.0027	0.0003
O	9.0044	7.6762	12.8667	0.0024	0.001	0.0015
O	1.7025	0.09	11.8741	0.0005	0.001	-0.0009
O	6.658	6.1299	17.0688	0.0009	-0.0001	0.0035
O	7.4229	7.7977	15.0373	0.0014	-0.0012	0.0037
O	1.234	10.2832	21.2229	0.0009	0.0036	-0.0016
O	10.0718	8.1936	18.3672	0.0006	-0.001	0.0023
O	3.9608	0.8338	21.0914	-0.0001	-0.0025	-0.0018
O	0.3251	5.2823	10.8972	0.0017	-0.0062	0.0102
O	6.726	1.6106	9.8882	-0.0136	0.0011	0.0052
O	4.7954	8.6792	14.6993	-0.0026	-0.0006	0.0026

Results
free energy: -144176.764 eV
free energy less fixed offsets of As -4856.12, O -568.88, Si -635.61 eV per atom: -0.414 eV

The program warned: the cutoff lies below the one the program advises for these potential files; the forces do not sum to zero within the program's tolerance; the exchange-correlation potential is rough where the density is thin.
